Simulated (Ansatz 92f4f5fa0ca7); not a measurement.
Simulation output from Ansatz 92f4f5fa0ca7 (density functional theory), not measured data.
Periodic cell of 226 atoms, Si133O92As1, from a study of silicon, its oxide and their interface. The atomic structure is a simulated model.
Doubt: the cutoff is far below the 930 eV that the study's wrapper takes by default for these files, so forces and energies are approximate.
This geometry differs little from another in the collection (a relaxation step or a small displacement).

Settings: functional PBE; potential files Ansatz PAW; basis plane waves; wave-function cutoff 580 eV; density cutoff ratio 5; exchange-correlation grid ratio 1; k mesh 1 x 1 x 1, Gamma-centred; self-consistency stop 5e-08 eV per atom in the density residual; occupations fixed; spin none; net charge +1 e, with a uniform compensating background and no finite-size correction.

Cell vectors (angstrom)
a	10.938	0	0
b	0	10.938	0
c	0	0	31.9494

Atoms and the computed forces on them: element, x, y, z (angstrom), force x, y, z (eV/angstrom)
Si	10.6276	0.0013	24.414	0.0006	-0.0017	-0.0011
Si	5.0779	0.122	24.6618	-0.001	-0.0011	0.0007
Si	2.8226	2.2911	24.5268	-0.0015	0.0007	-0.0019
Si	8.5723	2.4383	24.5588	-0.0015	0.0002	-0.0016
Si	10.7102	5.5864	24.3318	0	-0.0012	-0.0007
Si	5.1592	5.6155	24.4443	0.0007	-0.0025	-0.0018
Si	2.99	7.9567	24.4008	-0.0019	0.0011	-0.0024
Si	8.4183	7.8303	24.4144	-0.0033	0.0001	-0.0006
Si	1.2938	1.1293	25.8389	0.0016	0.0003	-0.0006
Si	6.8179	1.3287	25.7346	0.0004	0.0002	-0.0013
Si	3.9868	4.0103	25.7259	-0.0005	0.0004	-0.0011
Si	9.692	4.0214	25.8512	0.0013	0.0008	-0.0015
Si	1.3403	6.7962	25.6648	0.0004	-0.0007	-0.0011
Si	6.8043	6.7217	25.7503	0.0017	0.0014	-0.0025
Si	4.0014	9.466	25.9573	0.0002	0.0026	-0.0009
Si	9.4842	9.4409	25.7989	-0.0011	0.0004	-0.0015
Si	2.6353	-0.1349	27.2893	-0.0023	-0.0029	0.0027
Si	8.141	-0.0668	27.1405	-0.0017	-0.0016	0.0012
Si	0.0813	2.6521	27.2099	-0.0009	-0.0007	0.0026
Si	5.4538	2.7211	27.1042	0.0004	-0.0007	0
Si	2.6681	5.4163	27.1029	-0.0019	-0.0022	0.0002
Si	8.194	5.3676	27.1294	-0.003	-0.0025	0.0015
Si	0.0137	8.1526	27.1264	0.0004	0.0004	0
Si	5.5127	8.1404	27.1802	-0.001	-0.0021	0.0036
Si	4.0896	1.327	28.4893	-0.0008	-0.0013	-0.0007
Si	9.5466	1.314	28.5032	0.0023	0.0021	-0.0005
Si	1.3927	4.0664	28.561	-0.0025	0.0016	-0.0047
Si	6.8108	4.0578	28.5182	0.0027	0.0008	-0.0011
Si	4.0819	6.7741	28.4862	0.0026	0.005	0.0012
Si	9.5617	6.7793	28.4755	-0.0006	0.0001	0.0015
Si	1.2913	9.4777	28.628	0.0043	0.0044	-0.0078
Si	6.8265	9.5366	28.5599	0.0004	0.0012	-0.0049
Si	-0.0409	-0.0216	29.9309	-0.0034	0.0018	0.0021
Si	5.4531	-0.0128	29.8915	-0.0002	0.0002	0.0019
Si	2.7761	2.7134	29.8942	-0.0011	-0.0041	0.0021
Si	8.1893	2.7016	29.872	-0.0006	-0.0019	0.0006
Si	-0.014	5.4394	29.8845	0.0009	-0.0006	0.0019
Si	5.462	5.4456	29.8833	-0.0024	0.0003	0.0007
Si	2.7375	8.1424	29.9071	0.0023	-0.0057	0.0021
Si	8.2286	8.174	29.8748	-0.0005	-0.0012	0.0008
Si	1.372	1.3758	31.2481	0.0021	0.0005	-0.0006
Si	6.8264	1.3641	31.2568	0.0019	0.0014	-0.0025
Si	4.1206	4.082	31.2712	0.0033	0.002	-0.0011
Si	9.5519	4.0823	31.2473	-0.0004	0.0008	-0.0001
Si	1.3548	6.8087	31.2695	0.0001	0.004	-0.0018
Si	6.835	6.8424	31.2379	0.0016	-0.002	0
Si	4.0887	9.5607	31.2561	-0.002	0.0017	-0.0003
Si	9.5523	9.5432	31.2876	0.0028	0.0003	-0.0004
Si	2.7408	0.0178	0.6734	0.0005	-0.0003	0.0007
Si	8.2052	0.0163	0.6705	-0.0038	-0.0009	0.0006
Si	0.0121	2.7525	0.6749	-0.001	-0.0008	-0.0012
Si	5.4912	2.7465	0.7022	-0.0027	-0.0028	0.0038
Si	2.7426	5.4595	0.6678	-0.0016	-0.0011	0.0007
Si	8.213	5.4928	0.6609	-0.0016	-0.0006	0.0003
Si	0.0185	8.2134	0.7047	-0.0018	-0.0051	0.0024
Si	5.4871	8.2284	0.6754	0.0016	0.0018	0.0001
Si	4.1067	1.3853	2.0607	-0.001	0.002	-0.0023
Si	9.6049	1.3622	2.0324	0.0053	0.0004	-0.0004
Si	1.3627	4.147	2.0508	-0.0016	0.0028	-0.0006
Si	6.8559	4.1519	2.0395	-0.0007	0.0056	-0.0032
Si	4.0983	6.8571	2.0145	0.0014	-0.0007	-0.0001
Si	9.5811	6.8463	2.0653	0.0034	0.0044	-0.0011
Si	1.3709	9.6273	2.0587	0.0013	0.0013	-0.0023
Si	6.8396	9.6296	2.0455	-0.0013	-0.0001	-0.003
Si	0.0295	0.0486	3.4765	-0.0011	-0.0031	-0.001
Si	5.5015	0.0554	3.4494	0.0015	0.0032	-0.001
Si	2.7093	2.7678	3.3944	0.0053	-0.0032	0.0011
Si	8.2694	2.789	3.3388	-0.0066	-0.0015	0.0068
Si	0.034	5.5162	3.4719	-0.0066	-0.0044	-0.0057
Si	5.4767	5.5368	3.3995	0.0016	-0.0044	-0.0006
Si	2.7489	8.2456	3.3744	-0.0036	0.0018	-0.0019
Si	8.2543	8.3069	3.382	-0.0061	-0.0162	0.006
Si	1.3781	1.4647	4.8521	-0.0013	0.0041	0.0026
Si	6.9209	1.4909	4.7303	0.0092	-0.0063	-0.007
Si	4.0997	4.1341	4.7248	-0.0027	0.0027	-0.0006
Si	9.6129	4.0817	4.7835	0.0062	0.002	0.0018
Si	1.3555	7.0147	4.8241	0.0034	-0.0005	0.0062
Si	6.864	6.9641	4.7102	0.0114	0.0134	-0.0112
Si	4.0747	9.6017	4.7682	-0.0036	0.0039	-0.007
Si	9.6275	9.5877	4.8491	-0.0032	0.0088	0.0022
Si	2.7602	0.0495	6.1454	-0.0108	-0.0024	-0.0038
Si	8.3045	0.1381	6.096	0.0027	-0.0004	0.003
Si	0.0124	2.797	6.3177	-0.0037	-0.0031	0.0021
Si	5.5214	2.8394	6.0814	-0.0057	-0.0022	-0.0091
Si	2.6736	5.5054	6.0486	0.0188	0.0128	0.0084
Si	8.2757	5.5998	5.9634	-0.0057	-0.0056	-0.0048
Si	0.0509	8.3219	6.3868	0.0043	0.0001	-0.0067
Si	5.5877	8.4015	6.1391	0.0021	-0.0319	0.0082
Si	4.4184	1.1952	7.3392	0.0011	0.0062	0.0357
Si	9.8125	1.1565	7.6443	-0.0045	0.0021	-0.0139
Si	1.1523	4.4895	7.5436	-0.0021	-0.0024	0.0126
Si	6.6648	4.5371	7.2424	0.0093	0.0207	0.0171
As	4.2785	6.758	7.4325	0.0365	-0.0411	-0.0799
Si	9.732	6.6304	7.5121	-0.0004	-0.0051	0.02
Si	1.2861	9.9571	7.7096	-0.0097	0.006	0.0036
Si	6.7467	10.0204	7.459	0.0224	0.0112	0.0119
O	9.5865	1.2396	23.9823	0.0005	0.0011	-0.0007
O	4.1063	6.8051	23.9463	0.0002	0.0001	-0.0003
O	4.013	1.2362	24.0323	0.0007	-0.0001	-0.001
O	9.5363	6.6981	23.9023	0.0021	-0.0013	-0.0009
O	-0.0198	5.5652	8.0274	-0.0065	0.0049	-0.0019
O	5.5703	0.148	7.9397	-0.0125	0.0003	-0.0097
O	0.0774	0.0989	8.1552	0.0064	-0.0035	0.0056
O	5.5867	5.6438	7.925	-0.045	0.0462	-0.0066
O	7.616	3.9469	8.424	-0.0063	0.0078	-0.0088
O	8.7205	7.0652	8.7561	0.0079	-0.0068	-0.0134
O	2.2057	9.4781	9.0291	-0.0012	-0.0016	-0.0042
O	8.8938	1.6767	8.938	0.0024	-0.0058	-0.0029
O	7.6308	9.4895	8.733	-0.0064	0.0018	-0.0071
O	3.5781	1.8412	8.5849	0.0062	-0.0123	-0.0162
O	3.4707	7.1626	8.9831	-0.0121	0.0056	0.0782
O	2.0857	4.0474	8.8259	-0.0052	0.003	-0.0129
O	8.1418	3.4979	23.3656	0.0031	-0.0025	0.0041
O	0.4527	4.9315	22.9548	-0.0017	0.0027	0.0034
O	1.8974	2.7414	23.2471	0.0026	-0.0026	0.0042
O	5.8358	4.9121	23.1165	-0.0025	0.0027	0.0034
O	5.5264	9.9765	23.5134	-0.0028	0.002	0.0043
O	2.4476	8.6963	23.0229	0.0028	-0.0024	0.0043
O	0.1929	10.0651	23.0887	-0.0023	0.0024	0.0044
O	7.7878	8.5721	23.076	0.0028	-0.0021	0.003
Si	8.6576	7.6968	18.4405	0.0005	-0.0004	0.0004
Si	8.7846	6.3617	13.646	0.0007	-0.001	0.0026
Si	3.7859	1.5398	14.7508	0.0002	0.0001	0.0015
Si	2.1373	5.7501	17.6364	-0.0001	0.0001	0.0003
Si	2.4161	3.1425	19.4915	0.0005	-0.0006	-0.0016
Si	9.8134	9.0367	12.101	0.0025	-0.0015	0.007
Si	1.3328	9.4217	22.0733	-0.0001	-0.0001	-0.0049
Si	9.161	0.9657	13.2018	0.0005	0.0014	0.0032
Si	1.4203	5.0574	13.0379	0.0004	-0.0035	-0.0009
Si	1.788	8.265	12.8474	0.0013	-0.0069	-0.0117
Si	6.6493	9.5493	22.4267	0.0006	0.0004	-0.0034
Si	4.5251	4.6009	15.7218	0.0003	-0.0007	0.0015
Si	8.2153	3.023	9.6039	0.0025	-0.0027	0.0174
Si	0.8387	8.2464	19.2638	-0.0001	-0.0007	-0.0015
Si	6.95	1.3479	21.0949	0	0.0004	-0.0012
Si	8.2406	8.3194	9.7015	-0.0029	0.0016	0.0124
Si	10.8894	5.207	15.62	0.0015	0.0001	0.002
Si	7.5616	9.4985	16.3204	0.0003	-0.0005	0.0013
Si	9.9305	2.055	20.2998	0.0001	-0.0007	-0.0011
Si	3.206	8.5238	9.9402	-0.0016	-0.0219	0.0435
Si	6.6947	3.343	17.4119	-0.0001	-0.0004	-0.0002
Si	1.1664	0.21	19.8019	-0.0003	0.0003	-0.0009
Si	3.2302	2.8177	12.3166	-0.0003	0.0002	0.0045
Si	7.2206	5.3904	19.6827	0	0.0003	-0.0014
Si	5.751	8.6594	11.5565	0.0028	-0.0024	0.0092
Si	5.7839	6.0697	13.2172	-0.0005	-0.0014	0.0014
Si	4.6296	9.7026	17.6352	0	0.0006	0.0003
Si	1.0213	3.5961	22.1715	-0.0002	-0.0016	-0.0039
Si	4.8969	1.4829	18.805	-0.0005	0	-0.0008
Si	3.2011	3.095	9.5385	0.0045	0.0006	0.0136
Si	6.4388	10.8184	13.7965	0.0001	0.0004	0.003
Si	10.3401	0.1193	15.9766	-0.0003	0.0001	0.0019
Si	5.6632	3.6589	11.1717	0.0006	0.0012	0.0042
Si	9.8415	3.9031	11.9199	0.0005	0.0012	0.0033
Si	2.3352	9.927	15.5691	0.0007	0.0018	0.0025
Si	6.0761	8.1156	19.8029	0.0006	-0.0008	-0.0013
Si	6.9391	3.9728	22.3715	-0.0003	-0.001	-0.0034
Si	9.7511	2.7781	17.3702	-0.0001	0.0002	-0.0012
O	7.1937	6.3814	13.9838	-0.0003	0.0002	-0.0008
O	1.8817	7.0586	18.6842	0	0.0003	0.0003
O	10.2868	4.0397	16.5335	-0.0005	0.0001	0.0003
O	6.1574	9.9556	17.052	0.0002	0	0
O	10.1364	0.7	14.4682	-0.0008	0.0005	-0.0018
O	8.4454	6.1136	18.8527	-0.0001	-0.0002	0.0003
O	5.1587	0.6841	14.4343	0.001	-0.0008	-0.0007
O	5.7155	2.0509	17.5219	0.0001	0.0002	0.0003
O	8.3477	1.9386	20.5603	-0.0009	-0.0002	0.0004
O	1.9896	4.2989	18.4052	0	-0.001	0.0008
O	6.9638	2.8065	10.6437	0.0017	0.0002	-0.0021
O	4.8654	2.7044	12.2211	0.0005	0.001	-0.0017
O	6.0297	4.3905	16.3493	-0.0009	0.0001	-0.0003
O	4.5769	3.9183	9.9367	-0.0016	-0.0005	-0.0032
O	10.6882	2.7717	21.5592	0.0011	0.0009	0.0012
O	9.7262	6.1645	14.974	-0.002	0.0006	-0.0014
O	6.0088	6.4801	19.8425	0	0	0.0003
O	4.0801	0.1687	18.2894	0	-0.0004	0.0001
O	9.2479	10.5573	12.2679	0.0012	-0.0027	-0.002
O	2.8534	4.3638	12.7098	-0.0002	-0.0011	-0.0005
O	1.9124	10.7056	21.2109	0.0001	-0.0013	0.002
O	3.9941	2.7224	19.3854	-0.0002	0	0.0002
O	0.719	10.0428	15.9671	0.0003	-0.0002	-0.0003
O	1.2756	9.803	18.8369	0.0001	-0.0001	0.0008
O	1.7104	1.6651	19.2721	-0.0001	0.0001	0.0001
O	8.9283	10.3962	16.4984	0.0005	0.0002	-0.0004
O	4.8718	8.5775	18.7982	0.0001	-0.0001	0.0003
O	9.5935	8.7473	10.4999	-0.0013	-0.0003	-0.004
O	6.7486	4.0795	18.8603	0.0001	0	0.0006
O	2.8341	1.7195	13.4181	0.0004	0.0016	-0.0029
O	5.8274	8.7643	21.2688	0.0004	0.0009	0.0021
O	2.5417	2.4549	10.8839	0.0011	0.001	-0.0075
O	7.6232	4.8483	21.1717	-0.0005	-0.0011	0.0019
O	5.2055	7.4705	12.5559	-0.0005	0.0029	-0.002
O	0.4281	9.0793	12.5251	0.0075	-0.0093	-0.0014
O	7.5663	1.0568	13.5672	0.0005	-0.0001	-0.0003
O	7.1024	9.6335	14.7436	-0.0007	0.001	-0.0018
O	8.9751	5.0381	12.7008	0	-0.0009	-0.001
O	8.091	8.0378	16.9109	0	0.0004	-0.0001
O	6.2161	2.5728	21.9085	0.0003	0.001	0.0008
O	2.4586	9.0705	14.1307	-0.0019	-0.0059	-0.0047
O	0.4257	4.4895	11.8705	-0.0005	0	0.0002
O	0.8127	8.3167	20.9368	0.0005	0.0009	0.0025
O	9.3932	3.8406	10.3545	-0.0018	-0.0008	-0.0024
O	9.6438	2.3866	12.5302	0.0001	0.0007	-0.0007
O	7.6193	8.5592	19.3944	-0.0008	0	0.0002
O	2.5514	8.2109	11.3917	0.0064	0.0201	-0.0184
O	3.9726	3.0609	15.3807	-0.0003	-0.0004	-0.0001
O	0.8309	4.4912	14.4449	0.0003	0.0015	-0.0021
O	10.047	2.9971	18.9616	-0.0001	-0.0002	0.0007
O	9.1378	7.8077	12.9531	0.0011	0.0033	-0.0024
O	10.5136	0.5352	20.0795	0	0.0001	0
O	6.0336	5.0429	11.9447	-0.0006	-0.0015	-0.0018
O	8.1529	2.7425	17.0115	0.0005	0.0001	0.0005
O	3.5361	5.4828	16.7364	0.0003	-0.0002	-0.0004
O	4.6915	9.0873	10.3512	-0.016	-0.0049	-0.0083
O	1.5322	6.6794	13.1771	0.005	0.0209	-0.006
O	4.7553	5.4879	14.351	0.0009	0.0009	-0.0014
O	2.0494	3.8521	20.9239	-0.0009	0.0003	0.0021
O	10.5477	1.414	16.9482	0	-0.0006	-0.0006
O	0.9516	6.0756	16.5569	-0.0012	-0.0008	-0.0007
O	7.3295	10.9507	21.9457	-0.0002	-0.0014	0.0007
O	5.9315	0.9113	19.9204	0.0012	-0.0003	0.001
O	6.0464	10.0276	12.4041	-0.0009	-0.0022	-0.0031
O	2.8381	0.5496	15.6192	0.0002	-0.0006	-0.0008
O	7.0641	8.0116	10.7925	0.0035	0.0004	-0.0066
O	10.2429	8.0163	18.6888	0.0002	-0.0001	0.0001
O	3.4364	9.1969	16.5927	-0.001	-0.0002	-0.0006

Results
free energy: -141731.312 eV
free energy less fixed offsets of As -4856.12, O -568.88, Si -635.61 eV per atom: -2.102 eV

The program warned: the cutoff lies below the one the program advises for these potential files; the forces do not sum to zero within the program's tolerance; the exchange-correlation potential is rough where the density is thin.
